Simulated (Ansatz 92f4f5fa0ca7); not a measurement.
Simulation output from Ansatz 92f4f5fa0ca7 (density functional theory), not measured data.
Periodic cell of 237 atoms, Si145O90P2, from a study of silicon, its oxide and their interface. The atomic structure is a simulated model.

Settings: functional PBE; potential files Ansatz PAW; basis plane waves; wave-function cutoff 700 eV; density cutoff ratio 5; exchange-correlation grid ratio 1; k mesh 2 x 2 x 1, shifted by 0.5 0.5 0.5 of a step; self-consistency stop 5e-08 eV per atom in the density residual; occupations fixed; spin none; net charge 0.

Cell vectors (angstrom)
a, 11.6015, 0, 0
b, 0, 10.938, 0
c, 0, 0, 32.0622

Atoms: element, x, y, z (angstrom)
Si, -0.189, -0.0673, 23.2567
Si, 3.6751, 0.2162, 23.0757
Si, 7.5569, -0.1302, 23.427
Si, 1.6885, 1.3801, 23.3979
Si, 5.741, 1.4134, 23.174
Si, 9.4503, 1.2298, 23.3393
Si, 0.172, 5.3307, 23.4334
Si, 4.1275, 5.2981, 23.3722
Si, 8.0409, 5.6089, 23.5351
Si, 2.1717, 6.5997, 23.3602
Si, 5.975, 6.7683, 23.4584
Si, 10.011, 6.8744, 23.5869
Si, 1.9078, 2.6694, 25.3666
Si, 5.8346, 2.6571, 25.2446
Si, 9.6394, 2.6872, 25.2462
Si, 11.6044, 4.0158, 25.3626
Si, 3.8976, 3.9777, 25.3061
Si, 7.7487, 4.0901, 25.3305
Si, 1.981, 8.1562, 25.1904
Si, 5.7789, 8.1708, 25.3447
Si, 9.7162, 8.2688, 25.4218
Si, 11.6445, 9.5657, 25.2543
Si, 3.871, 9.5962, 25.0559
Si, 7.6944, 9.5249, 25.3911
Si, 11.6537, -0.0082, 27.2019
Si, 3.9036, -0.0526, 27.1138
Si, 7.7605, -0.0145, 27.2733
Si, 1.9883, 1.3171, 27.2682
Si, 5.8296, 1.3249, 27.1987
Si, 9.6988, 1.3344, 27.1984
Si, 11.5961, 5.4706, 27.227
Si, 3.8497, 5.4228, 27.2056
Si, 7.7152, 5.4605, 27.2555
Si, 1.9414, 6.8287, 27.1753
Si, 5.7627, 6.8014, 27.2582
Si, 9.6578, 6.8168, 27.2746
Si, 1.947, 2.7244, 29.1696
Si, 5.7946, 2.7102, 29.1383
Si, 9.6825, 2.7232, 29.139
Si, 0.0129, 4.0979, 29.1584
Si, 3.8692, 4.0905, 29.1623
Si, 7.7321, 4.0785, 29.1703
Si, 1.9461, 8.1854, 29.1349
Si, 5.7922, 8.1909, 29.1691
Si, 9.6747, 8.2053, 29.183
Si, 0.0138, 9.5609, 29.147
Si, 3.8739, 9.5695, 29.1182
Si, 7.7338, 9.5494, 29.1861
Si, 0, 0, 31.0965
Si, 3.8672, 0, 31.0965
Si, 7.7343, 0, 31.0965
Si, 1.9336, 1.3673, 31.0965
Si, 5.8008, 1.3673, 31.0965
Si, 9.6679, 1.3673, 31.0965
Si, 0, 5.469, 31.0965
Si, 3.8672, 5.469, 31.0965
Si, 7.7343, 5.469, 31.0965
Si, 1.9336, 6.8362, 31.0965
Si, 5.8008, 6.8362, 31.0965
Si, 9.6679, 6.8362, 31.0965
Si, 1.9336, 2.7345, 0.9679
Si, 5.8008, 2.7345, 0.9679
Si, 9.6679, 2.7345, 0.9679
Si, 0, 4.1018, 0.9679
Si, 3.8672, 4.1018, 0.9679
Si, 7.7343, 4.1018, 0.9679
Si, 1.9336, 8.2035, 0.9679
Si, 5.8008, 8.2035, 0.9679
Si, 9.6679, 8.2035, 0.9679
Si, 0, 9.5708, 0.9679
Si, 3.8672, 9.5708, 0.9679
Si, 7.7343, 9.5708, 0.9679
Si, 11.5861, 0.0034, 2.95
Si, 3.8292, -0.0019, 2.9071
Si, 7.7563, -0.0128, 2.9042
Si, 1.9064, 1.3972, 2.9281
Si, 5.7934, 1.2927, 2.8229
Si, 9.6529, 1.385, 2.9222
Si, 11.5593, 5.5094, 2.8674
Si, 3.877, 5.4972, 2.8985
Si, 7.7376, 5.5054, 2.9068
Si, 1.9111, 6.8228, 2.8793
Si, 5.8143, 6.8489, 2.8764
Si, 9.6637, 6.9105, 2.9887
Si, 1.865, 2.8953, 4.7869
Si, 5.7294, 2.6216, 4.7216
Si, 9.5532, 2.8195, 4.8226
Si, 11.4759, 4.2071, 4.813
Si, 3.886, 4.1, 4.8045
Si, 7.5661, 4.0905, 4.8038
Si, 1.8972, 8.1697, 4.8086
Si, 5.8382, 8.2532, 4.7695
Si, 9.6988, 8.2371, 5.0186
Si, 11.6307, 9.6509, 4.9708
Si, 3.8394, 9.4815, 4.7958
Si, 7.776, 9.634, 4.8928
Si, 11.6768, 0.3581, 6.7935
Si, 3.7739, -0.052, 6.6568
Si, 7.7805, 0.0503, 6.8815
Si, 2.1116, 1.565, 6.6848
Si, 5.739, 1.237, 6.645
Si, 9.6719, 1.5602, 6.8147
Si, 11.4299, 5.6372, 6.7132
Si, 3.9447, 5.4293, 6.783
P, 7.6852, 5.5505, 6.572
Si, 1.9384, 6.6929, 6.6612
Si, 5.8364, 6.8963, 6.678
P, 9.7767, 7.2325, 7.1923
O, 10.6795, 8.3367, 8.1022
O, 7.8172, 9.8979, 8.1693
O, 7.369, 4.6893, 7.9638
O, 3.3477, 10.3585, 8.2017
O, 2.1078, 7.6043, 8.0258
O, 4.027, 4.5992, 8.2438
O, 9.782, 2.5013, 8.1991
O, 2.6428, 2.3699, 8.0764
O, 11.3693, 4.6475, 8.0411
O, 5.3905, 2.3773, 7.7992
O, 6.0699, 7.8477, 8.0311
O, 11.5517, 10.7848, 8.3643
O, 11.2916, 10.0733, 21.7813
O, 3.2407, 10.7569, 21.4871
O, 5.795, 7.7656, 22.1332
O, 4.223, 4.4503, 21.9196
O, 7.6828, 9.6945, 22.1652
O, 10.2853, 7.6775, 22.1597
O, 1.6093, 2.408, 22.0957
O, 5.9577, 2.4498, 21.867
O, 8.4673, 4.7243, 22.1894
O, -0.045, 4.4791, 22.0005
O, 2.3638, 7.4219, 21.9343
O, 9.1397, 1.8874, 21.8423
Si, 2.0846, 7.8732, 9.6064
Si, 5.0595, 0.5945, 17.6367
Si, 2.5269, 5.4534, 13.9692
Si, 10.6687, 3.8443, 14.0127
Si, 8.3264, 2.4174, 15.2094
Si, 9.5545, 2.2604, 20.3166
Si, 10.4942, 3.7177, 9.0439
Si, 0.1011, 2.3427, 11.518
Si, 11.046, 8.1446, 15.3379
Si, 5.1972, 6.954, 13.93
Si, 5.7938, 2.6563, 11.0546
Si, 8.586, 7.6854, 19.3538
Si, 8.1266, 4.8654, 20.607
Si, 5.9536, 9.621, 15.139
Si, 2.1226, 7.6501, 20.3442
Si, 1.97, 4.9067, 18.777
Si, 4.5351, 3.4572, 17.9815
Si, 8.5301, 8.9489, 16.7732
Si, 0.8807, 9.5366, 13.3024
Si, 9.9833, 10.704, 11.7237
Si, 5.3648, 3.7152, 20.9965
Si, 0.6406, 5.5314, 16.225
Si, 11.1388, 9.4537, 9.1875
Si, 6.5724, 8.9008, 21.2626
Si, 7.1289, 7.1098, 11.3977
Si, 2.7318, 0.7501, 12.1345
Si, 10.8865, 8.6749, 21.0246
Si, 6.0707, 4.3404, 15.5803
Si, 7.1386, 0.5212, 12.9196
Si, 4.0858, 2.9882, 8.5675
Si, 0.9269, 6.8069, 11.8711
Si, 6.6983, 9.0233, 8.9946
Si, 0.6801, 3.3025, 21.1141
Si, 9.8589, 6.5051, 12.8214
Si, 7.6818, 4.602, 9.5803
Si, 3.9911, 10.094, 20.182
Si, 4.3095, 3.0749, 13.4617
Si, 3.9692, 10.0102, 9.6791
Si, 8.0855, 0.8097, 17.9855
O, 11.6552, 3.1835, 12.9068
O, 9.297, 4.5673, 9.7787
O, 8.8022, 3.6175, 19.836
O, 4.0697, -0.0581, 18.7609
O, 11.4076, 4.5049, 15.2941
O, 10.0416, 9.8304, 10.3364
O, 3.8071, 1.5815, 13.0446
O, 0.6915, 9.0812, 14.8577
O, 6.4994, 0.9909, 18.3232
O, 4.8029, 3.1746, 19.5721
O, 6.3334, 1.233, 11.6774
O, 0.9028, 8.9596, 9.9233
O, 5.6852, 4.317, 17.1773
O, 8.4552, 7.0707, 12.308
O, 4.4214, 2.6323, 10.1317
O, 2.1214, 5.6713, 15.5316
O, 3.5031, 0.0168, 10.9046
O, 5.9193, 7.21, 12.4837
O, 2.3475, 6.3512, 19.4075
O, 0.7086, 4.9824, 17.7514
O, 8.4659, 10.7112, 12.319
O, 5.5761, 10.1062, 9.4719
O, 0.5892, 8.1588, 20.1972
O, 9.8179, 2.6156, 14.6319
O, 2.0451, 10.6524, 13.187
O, 9.9721, 9.1074, 16.0598
O, 6.1865, 10.3897, 13.7103
O, 7.5136, 1.6161, 14.0585
O, 1.6714, 3.9041, 19.9996
O, 5.9167, 5.8085, 14.8706
O, 7.3708, 8.9809, 15.643
O, 1.5665, 1.651, 11.4489
O, 7.2537, 8.3776, 10.3786
O, 4.3408, 2.0064, 17.2451
O, 7.0239, 3.235, 10.1635
O, 11.5577, 6.9997, 16.3624
O, 8.327, 10.173, 17.7878
O, 3.5278, 8.4801, 10.0527
O, 7.625, 3.8713, 15.4478
O, 3.1904, 4.3421, 17.8818
O, 2.9539, 3.9339, 13.6293
O, 1.3812, 8.2496, 12.457
O, 1.2349, 5.7119, 13.0211
O, 5.0209, 8.3327, 14.7889
O, 11.1752, 2.4163, 20.3051
O, 11.0249, 10.0674, 12.7985
O, 5.3523, 3.6172, 12.3098
O, 5.1228, 3.2102, 14.8616
O, 6.4944, 4.8244, 20.5573
O, 8.4341, 1.6126, 16.6158
O, 10.4512, 1.2985, 11.4463
O, 10.9286, 6.6898, 11.5927
O, 3.2296, 8.7122, 19.8202
O, 1.7595, 6.5369, 10.4922
O, 7.1714, 8.2169, 19.9337
O, 8.5023, 7.6125, 17.7207
O, 3.6986, 6.4759, 13.5525
O, 9.7107, 4.9477, 13.2767
O, 5.5161, 9.9915, 20.7259
O, 10.3372, 7.4104, 14.0747
O, 8.7825, 6.1783, 19.9239
O, 6.9992, 5.8045, 10.4295
O, 5.2855, 10.5712, 16.3119
O, 9.0641, 1.1685, 19.2274
O, 11.5465, 3.2667, 10.191
O, 9.748, 8.7204, 19.8583

Results
free energy: -144891.476 eV
free energy less fixed offsets of O -569.03, P -756.45, Si -635.61 eV per atom: -2.426 eV

Forces (eV/angstrom), in the order of the atoms: element, x, y, z
Si, 0.0097, -0.0363, -0.0188
Si, -0.0408, -0.0548, 0.0007
Si, 0.0486, -0.0481, -0.0616
Si, -0.0504, 0.037, -0.0307
Si, 0.0811, 0.0612, 0.0056
Si, -0.031, 0.0381, -0.0299
Si, -0.0732, -0.0264, -0.0404
Si, -0.011, -0.0141, -0.0666
Si, 0.0385, -0.0654, 0.0026
Si, -0.0038, 0.065, 0.0093
Si, -0.0768, 0.0391, -0.0282
Si, 0.0297, 0.0204, -0.0699
Si, 0.0093, -0.0567, -0.0071
Si, 0.0434, -0.0688, -0.0186
Si, 0.0138, -0.0865, -0.0205
Si, 0.011, 0.066, -0.0098
Si, 0.0006, 0.066, 0.0195
Si, -0.0172, 0.086, -0.0088
Si, 0.0046, -0.0923, 0.0087
Si, -0.0224, -0.0754, -0.0059
Si, 0.0074, -0.0568, -0.0024
Si, 0.0379, 0.0712, -0.0168
Si, 0.0174, 0.0989, -0.0051
Si, -0.0062, 0.0572, -0.0157
Si, -0.0137, -0.0502, 0.0048
Si, -0.0215, -0.0441, 0.0111
Si, -0.0161, -0.0345, -0.0007
Si, -0.0077, 0.0448, 0.0017
Si, -0.0172, 0.0434, 0.0165
Si, -0.0198, 0.0375, 0.0114
Si, 0.014, -0.0473, 0.0051
Si, 0.0034, -0.0418, -0.0048
Si, 0.0147, -0.0448, 0.0044
Si, 0.0254, 0.0472, 0.0135
Si, 0.0016, 0.0451, 0.0026
Si, 0.0005, 0.0353, -0.0061
Si, 0.004, -0.0287, -0.0001
Si, 0, -0.0284, 0.0037
Si, 0.001, -0.0283, 0.0091
Si, 0.0015, 0.0316, 0.012
Si, 0.0022, 0.0308, 0.0077
Si, -0.0048, 0.0274, 0.0047
Si, 0.0039, -0.0256, 0.0099
Si, -0.0074, -0.0204, 0.0006
Si, 0.0027, -0.0265, -0.0032
Si, 0.0046, 0.0313, 0.0094
Si, 0.0006, 0.0285, 0.0137
Si, 0.001, 0.0281, -0.0019
Si, 0.0321, -0.0257, -0.0829
Si, -0.0074, -0.0374, -0.2331
Si, -0.0334, -0.0003, 0.0968
Si, -0.0014, -0.0181, 0.072
Si, 0.0006, 0.055, -0.1412
Si, 0.0118, -0.0124, -0.1106
Si, 0.0188, -0.0818, -0.0414
Si, 0.0236, -0.0316, -0.0362
Si, -0.0158, -0.078, -0.0047
Si, -0.0044, 0.0255, -0.1118
Si, -0.0361, -0.0117, 0.0636
Si, 0.0491, -0.1092, 0.1479
Si, -0.0322, -0.033, 0.0796
Si, -0.0216, -0.0323, -0.1951
Si, 0.0191, -0.0046, 0.0349
Si, -0.1003, 0.0661, -0.0688
Si, 0.0079, 0.0528, 0.0844
Si, 0.0856, 0.1129, 0.1555
Si, 0.0252, 0.0162, -0.1108
Si, 0.0242, 0.114, -0.1433
Si, -0.0838, 0.0263, 0.2768
Si, -0.0398, 0.1027, 0.2375
Si, -0.1356, -0.0608, -0.0139
Si, 0.0973, -0.0315, -0.0317
Si, 0.0214, -0.0601, -0.0046
Si, -0.0322, -0.0505, 0.031
Si, 0.0024, -0.0437, 0.0072
Si, -0.0231, 0.0317, -0.0151
Si, 0.0109, 0.049, -0.003
Si, -0.0058, 0.0509, -0.0093
Si, -0.0316, -0.0497, -0.0095
Si, 0.0205, -0.0322, -0.0151
Si, 0.0001, -0.0716, -0.0039
Si, -0.0186, 0.0466, -0.0021
Si, -0.0294, 0.0361, 0.0178
Si, 0.0166, 0.0554, -0.0351
Si, -0.0157, -0.047, -0.0014
Si, 0.0781, -0.0568, -0.0055
Si, 0.0325, -0.0505, 0.0051
Si, 0.0169, 0.0624, 0.0061
Si, 0.0685, 0.0801, 0.0201
Si, -0.0569, 0.0736, -0.0003
Si, -0.0215, -0.0563, 0.0118
Si, 0.0293, -0.0558, 0.0044
Si, 0.0242, -0.1195, 0.0287
Si, 0.0008, 0.1044, 0.0085
Si, -0.0197, 0.0543, -0.0125
Si, 0.0119, 0.058, 0.0076
Si, -0.0141, -0.0752, -0.0588
Si, -0.0918, 0.0026, 0.0847
Si, 0.0482, -0.0415, 0.0164
Si, 0.0479, 0.0238, 0.0228
Si, -0.09, 0.0797, -0.0168
Si, -0.0584, -0.0084, 0.0602
Si, -0.1399, -0.1315, -0.0288
Si, 0.0176, 0.0019, 0.0191
P, 0.1923, -0.0796, 0.0233
Si, 0.0803, 0.0385, 0.0654
Si, -0.0104, 0.0622, 0.0376
P, -0.1889, 0.1097, 0.0273
O, 0.0986, 0.0084, -0.0684
O, -0.0279, 0.0092, -0.0177
O, 0.0331, -0.0116, 0.0475
O, 0.0752, -0.04, 0.0205
O, -0.0172, 0.0146, 0.0107
O, 0.0026, -0.0059, -0.0414
O, 0.0149, 0.0291, -0.0139
O, -0.0067, 0.0157, -0.0332
O, -0.0111, -0.0326, 0.0184
O, -0.0138, 0.0007, -0.0078
O, -0.0386, 0.0408, 0.0059
O, 0.0488, 0.0241, 0.0466
O, 0.0001, -0.0116, 0.0334
O, 0.0551, -0.024, -0.0018
O, 0.0432, 0.0255, 0.0138
O, 0.0308, -0.0273, 0.0074
O, -0.0431, -0.0081, 0.0136
O, -0.0044, 0.0389, 0.0008
O, -0.0194, 0.0227, 0.0031
O, -0.0342, 0.0056, 0.0249
O, -0.0374, -0.0066, -0.0092
O, 0.0375, -0.0209, 0.0186
O, -0.0257, 0.0069, 0.0078
O, 0.0411, 0.0212, -0.0049
Si, -0.0022, 0.0072, -0.001
Si, -0.0023, -0.0001, -0.0038
Si, -0.0024, 0.0009, 0.0009
Si, -0.0018, -0.004, 0.0003
Si, 0.0049, 0.0005, -0.0016
Si, 0.0035, 0.0014, -0.0042
Si, 0.0029, 0.0137, -0.0103
Si, 0.0054, 0.009, 0.0006
Si, 0.0029, 0.0035, 0.003
Si, 0.0005, 0.0039, -0.0001
Si, -0.0038, -0.0055, 0.0103
Si, -0.003, -0.001, -0.0102
Si, -0.0018, -0.0014, 0.006
Si, -0.0023, -0.0007, -0.0031
Si, 0.0063, 0.0068, -0.0112
Si, 0.0002, -0.0007, -0.0059
Si, 0.0013, -0.0009, -0.0072
Si, 0.0017, -0.0037, -0.002
Si, 0.007, -0.0005, 0.0042
Si, -0.0062, -0.0046, -0.0012
Si, -0.0029, 0.0224, -0.0078
Si, -0.0011, 0.002, 0.0021
Si, 0.0059, -0.0684, -0.0009
Si, -0.0075, 0.007, -0.0014
Si, 0.0164, -0.003, -0.0243
Si, 0.0031, -0.0048, 0.0014
Si, -0.0099, -0.0171, -0.0079
Si, 0.0059, 0.0018, 0.0024
Si, -0.0022, -0.0052, -0.0012
Si, 0.0068, -0.01, 0.0161
Si, 0.005, -0.0012, -0.0046
Si, 0.006, 0.0025, 0.0144
Si, 0.0096, -0.0173, 0.0003
Si, -0.0065, 0.0042, -0.0071
Si, -0.0234, 0.0265, -0.0075
Si, 0.0093, -0.0009, -0.0028
Si, 0.0034, -0.0005, 0.0007
Si, 0.0135, -0.0059, -0.0065
Si, -0.0008, -0.0027, -0.0012
O, -0.0146, -0.0053, -0.0194
O, -0.0032, -0.0136, -0.0301
O, -0.0008, -0.0029, 0.0204
O, 0.0179, 0.0026, -0.0026
O, 0.0059, 0.0171, 0.0037
O, -0.0018, 0.0192, 0.0253
O, -0.004, 0.0118, -0.014
O, -0.0153, -0.0142, -0.0166
O, 0.0002, -0.0113, -0.0199
O, -0.0033, 0.0082, 0.0069
O, 0.0092, 0.0064, 0.0138
O, 0.0034, -0.0313, -0.0018
O, -0.0113, -0.0187, -0.0169
O, -0.0044, -0.0162, -0.0237
O, 0.0072, 0.0151, -0.0177
O, -0.0231, -0.002, -0.0196
O, -0.0025, -0.0073, 0.0045
O, 0.0052, -0.0068, 0.0025
O, -0.0144, -0.0072, 0.0099
O, 0.0203, 0.0033, -0.0005
O, 0.006, 0.0179, 0.0016
O, -0.0133, -0.0231, 0.0116
O, 0.0207, -0.0031, 0.0259
O, -0.0133, 0.016, 0.0022
O, -0.0111, 0.0011, -0.0195
O, -0.0107, -0.0208, 0.0011
O, 0.0113, 0.0033, 0.0117
O, 0.0133, -0.0035, -0.0007
O, -0.0087, 0.0138, -0.0008
O, -0.0153, -0.0045, -0.005
O, -0.0034, 0.0157, 0.0123
O, -0.0082, -0.0039, 0.015
O, -0.0138, -0.0364, -0.0085
O, 0.0193, 0.0137, 0.0197
O, -0.0032, 0.0173, -0.003
O, 0.0076, -0.0056, -0.0291
O, -0.0047, 0.0036, -0.0245
O, -0.0188, 0.0275, -0.0166
O, -0.0124, -0.0212, -0.0056
O, 0.007, -0.0088, 0.0263
O, 0.0163, 0.0151, 0.01
O, -0.0218, -0.0084, -0.0004
O, 0.0149, 0.023, -0.002
O, 0.017, -0.0066, -0.0085
O, -0.0088, 0.019, 0.0204
O, 0.0064, 0.0038, -0.0173
O, -0.0102, -0.0311, 0
O, 0.0091, 0.0264, -0.002
O, 0.0041, -0.0255, 0.002
O, -0.0134, -0.002, 0.0041
O, 0.0121, -0.0167, 0.0069
O, 0.0012, -0.0004, 0.0328
O, -0.0173, -0.005, 0.0229
O, -0.0058, 0.0308, 0.0111
O, 0.02, 0.0014, 0.0096
O, 0.0035, 0.0221, 0.0161
O, -0.0039, -0.0164, 0.0113
O, 0.028, 0.0148, 0.0114
O, -0.0003, -0.0244, -0.0095
O, 0.0128, -0.0135, -0.0042
O, -0.0056, 0.0097, 0.0062
O, 0.0404, -0.0009, 0.0176
O, 0.0155, 0.0005, 0.0056
O, -0.0001, 0.0145, 0.0083
O, -0.0122, -0.0127, 0.0146
O, -0.0151, -0.0196, 0.0092

The program warned: the cutoff lies below the one the program advises for these potential files; the forces do not sum to zero within the program's tolerance; the exchange-correlation potential is rough where the density is thin.
